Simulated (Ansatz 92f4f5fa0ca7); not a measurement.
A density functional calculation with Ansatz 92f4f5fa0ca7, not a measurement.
Periodic cell of 181 atoms, Si99O82, from a study of silicon, its oxide and their interface. The atomic structure is a simulated model.

Settings: functional r2SCAN; potential files Ansatz norm-conserving; basis plane waves; wave-function cutoff 1300 eV; density cutoff ratio 4; exchange-correlation grid ratio 1; k mesh 2 x 2 x 1, shifted by 0.5 0.5 0.5 of a step; self-consistency stop 5e-08 eV per atom in the density residual; occupations Fermi-Dirac, 0.05 eV; spin none; net charge 0.

Cell vectors (angstrom)
a, 11.5403, 0, 0
b, 0, 11.5403, 0
c, -5.0691, 1.3592, 24.7934

Atoms and the computed forces on them: element, x, y, z (angstrom), force x, y, z (eV/angstrom)
Si, 6.2674, 1.4302, 1.585, 0.1327, -0.176, 0.1132
Si, 7.2914, 5.0268, 0.2638, -0.9582, 0.9964, 0.1713
Si, 6.6107, 7.8185, -0.515, 0.0195, -0.0076, -0.4332
Si, 9.1858, 2.5702, -1.092, 0.0422, -0.2389, -0.659
Si, -1.9236, 5.3468, -0.0517, 0.8544, 0.1568, -0.6829
Si, -2.66, 8.1919, -0.6173, -0.0184, 0.2405, -0.3669
Si, 1.7184, 1.1574, -0.5322, 0.7397, 0.0037, -0.6103
Si, 2.2377, 6.3044, 0.7347, 0.4892, -0.1706, -0.1188
Si, 1.0175, 9.7365, -1.1856, -0.1558, -0.2872, -0.2485
Si, 11.3304, 1.5068, 0.9469, -0.4806, -0.0567, -0.0563
Si, 11.4622, 5.5173, 1.4829, 0.0159, -0.108, -0.0024
Si, 10.8231, 9.1607, 1.4796, 0.0156, 0.007, -0.3948
Si, 3.8452, 1.2996, 1.7185, -0.1319, 0.265, -0.4061
Si, 3.8255, 5.2202, 2.1215, -0.1314, 0.0587, -0.4129
Si, 3.6467, 8.7331, 2.0776, -0.446, -0.504, -0.4298
Si, 7.03, 2.7711, -0.2183, -0.4854, -0.4665, -0.6941
Si, 6.2419, 5.1879, 2.2477, -0.1716, 0.1366, -0.2788
Si, 6.0164, 8.7537, 1.6279, 0.1602, 0.3, 0.1752
Si, 11.2659, 3.3782, 2.5491, -0.0691, 0.218, 0.2907
Si, 11.0323, 7.2655, 2.9863, -0.0593, 0.0015, 0.3929
Si, 10.9025, 11.2124, 2.598, 0.101, -0.0912, 0.1292
Si, 3.3277, 3.1551, 3.0425, 0.0927, 0.3514, 0.0472
Si, 3.4208, 7.0079, 3.577, 0.0731, -0.1069, 0.5071
Si, 3.2243, 10.8831, 2.9789, -0.0144, 0.0316, 0.202
Si, 6.9564, 3.1466, 3.0535, -0.0889, 0.0329, 0.3488
Si, 6.8199, 7.1705, 3.2496, 0.0974, 0.0718, 0.243
Si, 6.9166, 10.8722, 2.6375, -0.1035, -0.0921, -0.1444
Si, 9.1744, 3.3482, 3.8462, 0.0037, 0.072, -0.0177
Si, 8.9542, 7.2581, 4.2874, 0.0657, 0.0148, -0.0164
Si, 8.9485, 11.119, 4.04, -0.0244, 0.0397, -0.1013
Si, 1.4032, 3.3183, 4.3153, -0.0988, -0.087, -0.1534
Si, 1.3463, 7.1503, 4.5842, -0.0333, 0.0141, -0.011
Si, 1.128, 11.0833, 4.2128, 0.1442, -0.0723, -0.1062
Si, 5.1274, 3.1756, 4.4885, -0.2417, -0.1451, -0.2912
Si, 5.2241, 6.978, 4.9722, -0.2461, 0.2552, 0.1268
Si, 5.2484, 10.7398, 4.3063, 0.0457, 0.0479, -0.2931
Si, 9.0819, 1.5923, 5.4173, 0.1692, -0.0391, 0.2315
Si, 9.0845, 5.1495, 5.4097, -0.0084, 0.1897, -0.3722
Si, 8.8822, 9.2835, 5.6241, 0.0867, -0.256, -0.0588
Si, 1.2051, 1.4431, 5.7008, 0.0223, 0.0416, 0.5034
Si, 1.4489, 5.1311, 5.8956, 0.0204, -0.0637, 0.0039
Si, 1.2489, 9.2037, 5.7228, 0.0992, 0.029, -0.2611
Si, 5.1382, 1.1514, 5.5277, -0.1447, -0.0611, 0.1011
Si, 5.1706, 4.8919, 6.0315, -0.0794, 0.0915, -0.3098
Si, 5.1902, 9.0364, 6.0224, -0.1395, -0.0252, -0.2397
Si, 10.7887, 2.4661, 6.9897, -0.1243, -0.3455, 0.0653
Si, 10.8979, 4.9611, 6.8926, -0.0805, -0.0636, -0.1085
Si, 10.8079, 9.1466, 6.9423, 0.0753, 0.7588, -0.0455
Si, 3.2162, 0.6948, 6.8049, 0.1373, 0.1073, -0.3109
Si, 3.4264, 4.443, 7.5413, 0.3994, -0.0193, -0.1062
Si, 3.1669, 9.8274, 6.9877, 0.0787, -0.2966, 0.7565
Si, 7.0865, 1.948, 6.5816, 0.1168, -0.1343, -0.0221
Si, 7.2863, 4.329, 6.7403, 0.0642, -0.2477, 0.3435
Si, 7.1339, 9.0021, 7.3602, 0.1656, 0.0646, 0.1202
Si, 10.1466, 2.402, 9.3316, 0.5466, -0.3021, -0.3262
Si, 10.4172, 7.0984, 8.1141, 0.528, -0.3557, 0.6009
Si, 1.0282, 6.8796, 12.3181, 0.3977, 0.1729, 0.2786
Si, 2.7236, 0.6353, 9.9838, 0.2423, 1.1287, 0.531
Si, 3.5926, 3.9031, 11.7823, 0.2727, -0.1526, 0.4063
Si, 3.9508, 6.7111, 11.7263, -0.0802, 0.3475, 0.1587
Si, 6.3619, 1.4215, 8.7112, -0.1686, 0.1619, 0.1147
Si, 7.1869, 4.9247, 9.0178, -0.082, -0.1955, -0.1846
Si, 7.229, 9.888, 11.0102, 0.3271, 0.4048, 0.4123
Si, 7.856, 2.768, 9.9995, -0.3106, -0.0154, 0.7566
Si, 8.1515, 7.1068, 8.8796, -0.5591, 0.123, -0.3943
Si, 6.3263, 10.572, 8.9926, 0.0799, 0.1752, -0.2504
Si, 11.3476, -0.3582, 9.3545, -0.0838, -0.148, 0.1989
Si, 12.0185, 4.0035, 11.3676, 0.0138, 0.047, 0.3938
Si, 10.8138, 8.4845, 10.7025, 0.5172, 0.0765, 0.5736
Si, 3.9222, 2.1502, 8.4973, -0.193, -0.5436, 0.3048
Si, 4.8293, 5.0799, 9.3769, -0.4452, 0.4398, 0.6625
Si, 4.0236, 10.2638, 9.6475, -0.276, -0.8974, 0.2674
Si, 3.6929, 0.6614, 19.4439, -0.0463, -0.0127, -0.1586
Si, 7.7064, 1.0136, 12.5866, -0.0987, -0.0376, 0.2276
Si, 5.2288, -0.0773, 14.1489, -0.2732, -0.0252, 0.1444
Si, 2.8751, 1.5011, 13.0772, 0.2477, -0.0829, 0.363
Si, 5.0235, 5.6763, 19.4999, -0.0479, 0.0191, 0.0258
Si, -0.8507, 1.0653, 21.1801, -0.0145, 0.0335, -0.0783
Si, 5.3181, 9.2174, 12.139, -0.5197, -0.3236, 0.5109
Si, 9.5944, 1.0911, 15.0626, 0.1428, 0.2497, 0.1156
Si, 5.4692, -0.481, 17.287, -0.0038, 0.0502, -0.0687
Si, 8.0046, 6.3118, 16.523, -0.3313, -0.0626, 0.2178
Si, 5.8437, 7.9847, 17.9328, 0.1167, -0.0055, -0.113
Si, 9.8511, 7.6896, 16.2413, 0.2569, 0.3328, 0.0083
Si, 6.4735, 7.91, 20.736, 0.0908, -0.2055, -0.0778
Si, 0.051, 5.8547, 14.7918, 0.2671, -0.0535, 0.115
Si, 8.8426, 8.391, 22.6601, 0.1022, -0.2096, -0.4192
Si, 5.2098, -0.8927, 21.7486, -0.0609, 0.0036, -0.4286
Si, 8.905, 6.6917, 13.8882, 0.3896, -0.1149, 0.1398
Si, 8.5625, 8.0003, 11.0181, -0.097, -0.2202, 0.6739
Si, 7.5671, 4.0392, 18.7468, -0.0939, 0.1385, -0.012
Si, 0.3539, 2.9696, 14.2012, -0.0007, -0.0775, 0.4735
Si, 9.0386, 3.4504, 21.3983, 0.274, -0.0296, -0.3306
Si, -0.2717, 9.81, 21.7802, -0.248, -0.0956, -0.2205
Si, 0.7584, -0.4883, 19.3117, 0.1502, 0.0909, -0.1627
Si, 8.1139, 1.056, 17.6253, -0.1257, -0.0262, 0.0408
Si, 10.3616, -0.8698, 17.1254, 0.1135, -0.1088, -0.0987
Si, 0.3857, 3.5177, 21.9922, -0.0134, 0.0397, -0.1139
Si, 3.1953, 3.5523, 20.714, -0.1086, -0.0257, -0.379
O, -1.4593, 1.5479, -0.183, 0.5623, 0.1032, 0.4346
O, 11.7622, 9.2374, 0.1342, 0.0144, 0.0679, 0.1687
O, -2.2078, 8.8813, 0.8066, 0.1008, -0.1619, 0.0101
O, 3.1106, 1.5296, 0.2398, -0.0633, -0.2554, 0.2534
O, 2.5986, 7.9222, 0.992, 0.1245, 0.1309, -0.0787
O, 10.3548, 0.8411, 9.8103, 0.0763, 0.0428, 0.0337
O, 11.3485, 7.5179, 9.4695, -0.518, 0.1354, -0.1482
O, 4.3911, 6.4663, 10.1734, 0.265, -0.3302, -0.0194
O, 3.1478, 9.2768, 8.6037, 0.3429, 0.8064, -0.288
O, 7.9186, -0.344, 11.7413, -0.1816, -0.0557, -0.0906
O, 10.8876, 10.5064, 7.9458, -0.0398, -0.384, -0.0177
O, 11.9326, 5.6051, 11.5295, 0.0408, -0.0433, -0.0817
O, 0.015, 8.107, 12.1026, -0.1793, -0.0884, -0.397
O, 2.461, 7.3339, 11.7245, -0.0551, -0.2447, 0.0239
O, 1.2978, 0.287, 9.2531, -0.484, -0.2062, 0.1893
O, 2.0746, 3.7109, 11.2334, -0.0896, 0.0408, -0.0017
O, 4.5916, 3.8601, 10.5054, 0.0357, 0.2182, -0.2615
O, 4.0321, 9.6274, 11.1894, 0.3946, 0.2918, -0.6172
O, 3.676, 4.8999, 19.936, 0.122, -0.1454, 0.1558
O, 5.8636, 2.786, -1.3876, 0.1947, -0.0149, -0.0096
O, 5.5715, 9.1496, 21.2415, 0.0512, 0.1472, 0.1667
O, 6.4702, 6.1774, -0.6741, 0.2956, -0.0931, -0.0441
O, 5.8654, 8.5211, -1.803, 0.1115, -0.3668, 0.4108
O, 0.1262, 1.9145, 22.174, -0.2385, 0.1359, -0.1338
O, -1.6261, 4.0577, -1.0816, -0.2304, -0.0071, 0.4386
O, 9.0552, 2.0517, -2.6537, 0.035, 0.1286, 0.2239
O, -1.8294, 6.7909, -0.8738, -0.1782, -0.1077, 0.1727
O, -2.3957, 9.1731, -1.8962, 0.221, -0.1446, 0.2544
O, 11.3928, 3.3042, 12.6952, 0.2282, 0.0555, -0.3316
O, -1.1703, -0.3686, 21.8403, 0.2688, -0.0063, -0.065
O, 9.3282, 1.9051, 20.9157, 0.1239, 0.1927, 0.286
O, 6.6975, 7.2793, 16.7528, 0.0713, -0.1646, 0.1421
O, 9.3934, 0.102, 18.0377, -0.0146, -0.0297, -0.2237
O, 8.9003, 7.3722, 23.9235, -0.1758, 0.4711, 0.1395
O, 1.9284, 8.5007, -1.6552, -0.0958, 0.0028, 0.0483
O, 7.7989, 2.4642, 18.3865, 0.0022, 0.0523, -0.0529
O, 6.0119, 4.5001, 18.9329, 0.1399, 0.1556, 0.0469
O, 11.2187, 3.438, 10.0826, -0.2876, -0.2277, -0.045
O, 9.4026, 8.0666, 14.6709, -0.0917, -0.4651, 0.1655
O, 7.8771, 5.8978, 14.9111, 0.2366, 0.3076, -0.0044
O, 0.6268, 4.3457, 15.0532, -0.2053, 0.0797, -0.335
O, 11.2362, 10.0414, 10.4904, -0.0311, -0.1444, -0.3114
O, 10.2439, 5.7313, 13.869, -0.2212, 0.2728, -0.0302
O, 2.449, 0.9336, 11.6081, -0.139, -0.2857, -0.4215
O, 10.2939, 8.5249, 21.9391, 0.0194, 0.2897, 0.252
O, -0.0492, 0.8392, 19.7897, -0.0727, -0.2228, 0.274
O, 6.3003, 0.9044, 13.4193, 0.1815, -0.1044, -0.2197
O, 5.0521, 7.6337, 12.4635, 0.009, 0.1881, -0.2742
O, 4.6866, 0.0001, 20.5226, 0.0127, -0.103, 0.2067
O, 3.861, 5.3071, 12.5371, -0.1568, -0.0869, -0.3603
O, 4.32, 0.4361, 17.9666, 0.1154, -0.1243, 0.1456
O, 9.9905, 9.0755, 17.0922, 0.037, -0.0257, -0.2295
O, -1.0312, 4.1774, 21.5206, -0.0645, -0.3243, 0.2073
O, 4.7184, 6.8708, 18.3998, 0.3584, 0.007, 0.1214
O, 5.3181, -1.5929, 13.5881, 0.0724, 0.1198, -0.3327
O, 5.5026, -0.1537, 15.7192, 0.0166, -0.0145, -0.0095
O, 3.701, 0.408, 13.9182, 0.1769, 0.0604, -0.1923
O, 8.3872, 1.494, 16.0799, 0.1515, -0.2494, 0.0763
O, 0.3118, -0.8022, 17.7828, -0.2622, 0.0448, 0.1644
O, 0.0181, 10.0619, -2.4298, 0.0919, -0.168, 0.4402
O, 3.9183, 2.7335, 12.8346, -0.3906, 0.0116, -0.3457
O, 8.9704, 1.0437, 13.5904, -0.1301, -0.0333, -0.1031
O, 10.2713, -0.3007, 15.5945, -0.1389, 0.0856, 0.2476
O, 1.8384, 11.088, -0.8642, -0.1733, 0.3086, 0.0953
O, 7.7112, 2.3446, 11.6346, 0.1496, -0.0328, -0.534
O, 8.3562, 7.0272, 12.4037, 0.1117, 0.2628, -0.4822
O, 8.2573, 4.2418, 20.2161, 0.0043, -0.1744, 0.0316
O, 1.1973, 6.6115, 13.9131, -0.3692, -0.1456, -0.2957
O, 2.3207, -0.1733, 19.4196, -0.0559, 0.0591, 0.0596
O, 8.1321, 5.0233, 17.554, -0.2189, 0.1218, -0.0864
O, 0.4438, -1.7443, 20.3133, -0.1387, 0.24, 0.2004
O, 1.6581, 2.0085, 14.0335, 0.0161, 0.1115, -0.3729
O, 7.8198, 7.7537, 21.5911, -0.0497, 0.2162, 0.2017
O, 1.7606, 2.0143, -1.9678, -0.081, -0.3195, 0.491
O, 10.7639, 2.206, 15.0519, -0.1207, -0.152, -0.1336
O, 6.8801, 0.0411, 17.8772, 0.042, 0.0492, -0.1039
O, 5.674, 6.4833, 20.7723, 0.0128, 0.104, -0.2279
O, 1.5908, 3.7309, 20.9237, 0.0585, -0.0441, 0.2613
O, 3.4752, 2.2285, 19.8021, -0.0227, 0.0557, 0.1835
O, 6.8753, 8.2011, 19.1823, -0.3167, -0.1146, 0.1193
O, 5.2548, 9.4486, 17.5198, 0.1106, -0.0357, 0.0597
O, -0.3074, 6.7499, 16.1229, -0.3117, 0.1322, -0.3054

Results
free energy: -49700.403 eV
free energy less fixed offsets of O -463.61, Si -117.95 eV per atom: -7.333 eV
pressure: -2.06 GPa
stress xx, yy, zz, yz, xz, xy (GPa, positive in tension): 1.63, 3.05, 1.51, -0.25, 0.15, 0.19
